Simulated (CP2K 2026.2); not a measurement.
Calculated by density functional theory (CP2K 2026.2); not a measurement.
Periodic cell of 504 atoms, Si360O144, from a study of silicon, its oxide and their interface. The atomic structure is a simulated model.
Doubt: the forces sum to 1.44 eV/angstrom along one axis rather than to zero, so they err by at least 0.0029 eV/angstrom per atom on average; the grid cutoff is modest.

Settings
functional: PBE
method: Gaussian and plane waves
basis set: DZVP-MOLOPT-SR-GTH
pseudopotentials: GTH-PBE
grid cutoff: 300 Ry, relative cutoff 40 Ry
k points: Gamma only
occupations: fixed
spin: none
net charge: 0

Cell vectors (angstrom)
a 16.32 0 0
b 0 16.32 0
c -3.1248 -0.8281 33.309

Atoms and the computed forces on them: element, x, y, z (angstrom), force x, y, z (eV/angstrom)
Si 1.192 -1.082 0.249 0.005 -0.162 0.652
Si 3.834 1.595 0.348 0.107 -0.041 0.73
Si 1.693 3.811 0.103 -0.196 0.178 0.718
Si 4.411 6.626 -0.033 -0.236 0.086 0.713
Si 1.232 -6.721 0.062 0.211 -0.193 0.699
Si 4.401 -4.349 -0.006 -0.288 0.183 0.735
Si 6.984 -1.666 0.027 -0.066 0.263 0.702
Si 9.678 1.223 0.053 -0.263 0.258 0.653
Si 6.516 4.297 0.14 0.138 -0.055 0.718
Si 9.799 6.538 0.206 -0.131 0.091 0.725
Si 6.602 9.676 -0.008 0.28 -0.166 0.684
Si -7.007 -3.774 0.03 0.084 -0.207 0.755
Si -4.474 -1.127 0.177 0.373 -0.175 0.708
Si -1.105 1.048 0.027 -0.145 0.161 0.68
Si -4.144 4.486 -0.061 0.152 -0.412 0.648
Si -1.758 7.079 0.003 0.317 -0.124 0.765
Si -3.947 -6.984 0.042 -0.127 0.229 0.73
Si -1.007 -4.471 -0.066 -0.286 0.297 0.763
Si 2.682 0.041 1.612 0.001 0.005 -0.03
Si 5.382 2.822 1.555 0.013 0.005 -0.045
Si 2.8 5.471 1.328 0.005 -0.011 -0.05
Si 5.507 8.133 1.375 0.013 -0.002 -0.044
Si 2.783 -5.475 1.3 0 -0.006 -0.042
Si 5.447 -2.77 1.388 -0.001 -0.01 -0.047
Si 8.076 0.029 1.308 0.023 -0.012 -0.03
Si -5.323 2.781 1.203 0.017 0.026 -0.034
Si 8.174 5.384 1.412 -0.013 0.005 -0.04
Si -5.42 8.168 1.444 0.022 -0.008 -0.049
Si 8.198 -5.455 1.261 -0.023 0.034 -0.046
Si -5.531 -2.701 1.491 -0.025 0.007 -0.055
Si -2.716 -0.054 1.337 -0.014 -0.001 -0.037
Si -0.02 2.723 1.305 0.012 0.001 -0.063
Si -2.741 5.539 1.464 -0.001 0.005 -0.058
Si -0.043 8.095 1.291 -0.03 0.017 -0.049
Si -2.705 -5.432 1.294 0.01 -0.003 -0.068
Si -0.012 -2.782 1.3 -0.005 -0.005 -0.032
Si 1.279 1.428 2.837 -0.025 0.035 0.046
Si 4.05 4.185 2.863 -0.02 0.003 0.038
Si 1.349 6.771 2.653 0.019 0.02 0.007
Si 4.097 9.482 2.704 -0.01 -0.003 0.006
Si 1.405 -4.099 2.665 -0.005 -0.006 0.012
Si 4.103 -1.398 2.768 0.016 -0.003 0.016
Si 6.776 1.363 2.741 0.016 0.01 0.012
Si 9.579 4.016 2.691 0.019 -0.026 0.01
Si 6.859 6.804 2.756 0.006 -0.004 0.026
Si 9.512 -6.772 2.707 -0.014 0.003 0.012
Si 6.823 -4.138 2.716 0.023 0.01 0.04
Si -6.888 -1.292 2.772 -0.025 0.009 0.03
Si -4.038 1.403 2.65 -0.019 -0.009 0.027
Si -1.351 4.096 2.685 0.013 -0.013 0.009
Si -4.098 6.831 2.844 -0.005 0.001 0.044
Si -1.369 -6.821 2.687 -0.017 -0.012 0.032
Si -4.067 -4.086 2.693 0.006 -0.01 0.011
Si -1.394 -1.446 2.698 0.008 0.003 0.012
Si -0.061 -0.033 4.086 0.001 -0.009 -0.012
Si 2.681 2.774 4.161 -0.001 0.015 -0.002
Si 0.016 5.432 4.061 -0.009 -0.002 -0.003
Si 2.698 8.144 4.043 0.012 0 -0.017
Si 0.017 -5.453 4.029 0.002 -0.001 -0.02
Si 2.72 -2.752 4.086 -0.006 -0.01 0.012
Si 5.441 -0.007 4.107 -0.009 -0.001 0.014
Si 8.196 2.692 4.074 0.01 -0.007 -0.014
Si 5.474 5.499 4.152 -0.004 -0.011 0
Si 8.184 -8.135 4.101 -0.001 -0.009 -0.001
Si 5.448 -5.476 4.078 0.013 0.008 -0.002
Si 8.127 -2.724 4.098 0.002 -0.01 -0.011
Si -5.435 0.055 4.044 -0.002 -0.009 -0.004
Si -2.709 2.735 4.057 -0.011 -0.005 0.007
Si -5.464 5.415 4.11 -0.009 0.027 -0.008
Si -2.701 8.19 4.127 0.008 0 0.001
Si -5.429 -5.434 4.064 0.006 0.001 0.003
Si -2.74 -2.745 4.092 0.008 0.01 0.022
Si 1.33 -1.356 16.374 -0.001 -0.009 -0.005
Si 4.036 1.334 16.344 -0.009 -0.004 0
Si 1.38 4.062 16.319 -0.001 -0.001 0.002
Si 4.082 6.779 16.307 0.003 -0.008 -0.015
Si 1.373 -6.77 16.327 0.019 -0.018 -0.005
Si 4.06 -4.043 16.288 -0.015 -0.006 -0.02
Si 6.767 -1.38 16.288 -0.007 -0.013 -0.016
Si -6.808 1.355 16.272 -0.009 -0.009 -0.011
Si 6.802 4.073 16.315 -0.003 -0.002 -0.015
Si -6.773 6.82 16.297 0.004 0.007 -0.001
Si 6.824 -6.79 16.302 0.002 0.01 -0.003
Si -6.806 -4.121 16.307 -0.001 0.005 -0.008
Si -4.064 -1.367 16.347 -0.018 0.013 0.006
Si -1.347 1.336 16.339 0.003 0.005 -0.012
Si -4.053 4.091 16.273 0.01 0.012 -0.01
Si -1.372 6.838 16.291 -0.003 -0.002 -0.017
Si -4.08 9.546 16.363 -0.001 0.01 0.002
Si -1.369 -4.048 16.387 0.011 -0.002 -0.004
Si 2.686 -0.021 17.755 0.01 0.007 0.037
Si 5.406 2.717 17.656 0.003 0.009 -0.006
Si 2.732 5.42 17.69 0.009 -0.015 -0.006
Si 5.471 8.144 17.613 -0.01 -0.015 0.008
Si 2.7 -5.351 17.67 0.015 0.011 0.012
Si 5.45 -2.762 17.674 0.006 0.005 -0.008
Si 8.09 0.031 17.598 0.006 -0.005 0.002
Si -5.388 2.685 17.587 0.004 -0.002 -0.025
Si 8.217 5.427 17.63 -0.007 -0.012 0.012
Si -5.458 8.184 17.708 -0.014 -0.009 0.011
Si 8.161 -5.448 17.717 -0.011 -0.005 0.008
Si -5.451 -2.761 17.643 -0.008 -0.006 0.007
Si -2.681 -0.029 17.733 0.007 -0.006 -0.001
Si 0.037 2.686 17.676 0.007 0.027 0.011
Si -2.723 5.475 17.636 -0.009 -0.031 0.013
Si -0.018 -8.123 17.649 -0.007 0.013 -0.003
Si -2.724 -5.411 17.749 0 0.009 0.029
Si -0.046 -2.667 17.788 0.008 0.002 -0.003
Si 1.292 1.316 19.152 -0.047 -0.018 -0.023
Si 4.066 4.028 19.068 -0.009 0.001 -0.026
Si 1.342 6.827 18.964 0.003 -0.006 -0.019
Si 4.156 -6.715 18.894 0.037 0.015 -0.045
Si 1.324 -4.033 19.116 0.011 -0.014 -0.022
Si 4.121 -1.408 19.037 -0.014 -0.002 -0.019
Si 6.759 1.377 19.014 0.001 -0.016 -0.009
Si -6.7 4.04 18.932 -0.005 0.019 -0.027
Si 6.831 6.764 18.964 0.011 0.036 -0.005
Si -6.835 9.508 19.116 0.009 -0.028 -0.016
Si 6.789 -4.108 19.092 -0.015 -0.006 -0.031
Si 9.424 -1.387 18.863 -0.009 -0.02 -0.033
Si -4.056 1.365 19.001 -0.016 0.026 -0.007
Si -1.312 4.125 18.936 0.007 -0.004 -0.027
Si -4.073 6.822 19.028 0.006 0.002 -0.016
Si -1.31 -6.764 19.082 0.019 0.018 -0.02
Si -4.121 -4.054 19.108 -0.009 0.01 -0.025
Si -1.4 -1.337 19.249 0.019 -0.022 0.004
Si -0.089 0.037 20.694 0.018 0.039 0.073
Si 2.71 2.668 20.464 0.033 0.028 0.043
Si 0.024 5.471 20.351 -0.019 -0.025 0.038
Si 2.682 8.331 20.125 -0.021 0.018 0.029
Si -0.051 -5.354 20.541 -0.037 0.003 0.045
Si 2.786 -2.737 20.438 -0.016 0.006 0.038
Si 5.43 -0.013 20.403 -0.02 0.015 0.049
Si 8.223 2.735 20.266 0.005 0.006 0.043
Si 5.494 5.396 20.327 0.015 -0.063 0.057
Si 8.146 8.069 20.438 0.021 -0.017 0.081
Si 5.53 -5.57 20.454 0.03 -0.033 0.051
Si 8.101 -2.638 20.359 -0.001 0.026 0.064
Si -5.517 -0.058 20.151 0 -0.011 0.037
Si -2.68 2.792 20.282 0.033 -0.004 0.059
Si -5.39 5.38 20.348 -0.006 -0.004 0.032
Si -2.672 -8.161 20.38 -0.004 0.001 0.038
Si -5.486 -5.437 20.468 0.005 0 0.052
Si -2.844 -2.675 20.591 -0.014 -0.013 0.083
Si 1.651 -1.173 21.791 -0.145 -0.039 -0.726
Si 3.857 1.056 21.767 0.109 0.221 -0.707
Si 1.114 3.881 21.679 0.229 0.153 -0.759
Si 4.197 7.08 21.289 0.069 -0.147 -0.731
Si 1.615 -6.558 21.68 -0.176 -0.09 -0.735
Si 3.923 -4.429 21.672 0.057 0.167 -0.725
Si 7.035 -1.035 21.77 -0.185 -0.282 -0.692
Si -6.986 1.108 21.497 0.08 0.22 -0.743
Si 7.126 4.247 21.632 -0.26 -0.075 -0.678
Si -6.997 6.43 21.64 0.058 0.219 -0.773
Si 6.536 -7.286 21.87 0.306 0.397 -0.743
Si 9.632 -3.791 21.656 0.004 -0.164 -0.686
Si -4.577 -1.492 21.73 0.29 0.037 -0.707
Si -1.273 1.839 21.891 -0.198 -0.466 -0.701
Si -3.719 4.372 21.647 -0.191 -0.086 -0.69
Si -1.496 6.615 21.723 0.131 0.189 -0.698
Si -3.882 -6.66 21.687 -0.216 -0.075 -0.745
Si -1.771 -4.322 21.9 0.274 0.19 -0.738
Si -0.208 4.319 -4.445 0.035 0.03 0.137
Si 8.059 -7.03 24.648 -0.037 -0.147 0.039
Si -5.097 -5.065 -2.149 -0.054 -0.112 0.228
Si -7.695 -4.245 24.496 -0.082 0.005 -0.132
Si 0.253 8.029 23.989 -0.084 -0.045 -0.181
Si 7.74 2.315 -2.07 0.069 0.045 0.196
Si -4.894 3.461 -5.683 -0.018 -0.071 -0.013
Si -1.232 -3.783 24.988 -0.099 -0.073 -0.22
Si 1.755 -1.705 -2.544 0.085 -0.048 0.13
Si 3.483 5.086 -6.303 -0.023 -0.106 0.103
Si 6.624 -1.846 24.815 -0.024 0.076 -0.106
Si 2.038 5.026 -2.634 0.123 -0.058 0.006
Si 3.994 -3.636 -3.082 0.08 -0.081 0.102
Si -5.628 -8.153 23.798 0.043 -0.006 -0.164
Si 0.489 5.702 -6.924 -0.172 -0.114 -0.124
Si -6.713 1.094 -6.137 0.124 0.05 -0.044
Si 7.592 -4.812 -6.423 0.012 0.009 0.019
Si -2.174 2.399 -5.308 -0.101 0.098 -0.043
Si 4.368 -3.802 24.56 0.076 0.087 -0.093
Si -5.263 0.602 23.826 0.035 -0.036 -0.13
Si 7.314 -7.325 -3.038 -0.005 0.006 0.213
Si -4.444 -1.978 -5.399 -0.086 0.038 0.01
Si 5.527 0.137 -1.932 -0.071 0.007 0.093
Si -2.565 -3.896 -6.789 0.011 0.088 -0.054
Si -2.386 -6.417 -5.211 0.09 0.113 0.101
Si 5.82 -7.224 -5.588 0.08 0.078 0.063
Si -0.915 -1.636 -3.735 -0.024 0.069 -0.011
Si 4.165 2.424 -5.33 -0.044 -0.009 -0.095
Si 7.723 4.52 -3.939 -0.127 0.022 -0.105
Si -7.546 3.805 -6.74 0.106 0.047 0.063
Si 4.89 -0.265 -6.217 -0.11 -0.045 0.063
Si -2.272 -4.239 -2.96 0.07 -0.146 0.027
Si -2.711 -0.043 -7.106 -0.085 -0.016 -0.022
Si 1.49 -2.539 24.569 0.005 0.03 -0.259
Si -7.092 6.751 -2.685 -0.007 0.068 0.081
Si 3.128 5.196 23.291 -0.081 -0.076 -0.01
Si -3.299 2.72 24.091 0.144 0.041 -0.132
Si -6.872 -5.915 -4.506 -0.06 -0.061 0.03
Si 3.234 0.144 -4.068 0.02 0.003 0.099
Si 2.221 6.146 25.669 -0.086 0.176 0.059
Si -0.764 -7.799 -7.102 0.062 -0.105 0.075
Si -1.538 -6.732 26.105 0.132 -0.087 0.034
Si -2.509 0.972 -2.696 0.085 -0.102 0.048
Si 4.773 4.731 -3.723 -0.023 0.054 0.081
Si -4.675 -0.937 -2.608 -0.127 0.015 0.039
Si -5.049 -7.782 -5.9 0.043 -0.007 -0.201
Si -0.41 -1.884 -6.697 0.016 0.005 0.036
Si 5.178 3.082 23.537 0.106 -0.165 -0.01
Si -4.618 6.116 -4.249 -0.011 -0.135 -0.102
Si -2.32 5.336 -2.401 -0.189 0.052 0.167
Si -7.058 -1.286 -4.299 0.107 -0.027 0.014
Si 3.202 -6.31 -4.661 -0.09 0.009 0.075
Si 6.468 -2.483 -4.703 -0.04 -0.009 0.027
Si 2.652 7.955 -2.273 0.064 0.011 0.172
Si 1.351 -1.37 5.425 0.004 0.01 0.001
Si 4.069 1.366 5.447 0 -0.003 0.006
Si 1.332 4.115 5.499 0.003 -0.013 0.021
Si 4.068 6.837 5.462 -0.004 0 0.002
Si 1.359 9.513 5.415 -0.007 0.003 0.006
Si 4.086 -4.106 5.438 0.002 -0.01 0.006
Si 6.786 -1.37 5.47 0.01 -0.002 0.004
Si 9.539 1.361 5.459 0.005 -0.013 0.005
Si 6.831 4.075 5.437 0.013 0.007 0.008
Si -6.802 6.799 5.458 0.01 -0.008 0.015
Si 6.804 -6.803 5.46 -0.013 0.007 0.016
Si -6.791 -4.068 5.428 -0.006 0.004 0.005
Si -4.098 -1.343 5.411 -0.014 0.013 0.004
Si -1.394 1.351 5.442 0.011 0.01 0.008
Si -4.07 4.075 5.444 -0.004 -0.009 0.002
Si -1.339 6.798 5.436 0.011 0.001 0.004
Si -4.083 -6.781 5.456 0.002 -0.012 0.015
Si -1.347 -4.1 5.415 -0.006 -0.014 0.009
Si 2.708 -0.006 6.794 -0.006 0.005 0.005
Si 5.453 2.72 6.795 0.001 -0.007 -0.011
Si 2.721 5.466 6.827 -0.006 0.004 -0.005
Si 5.432 -8.142 6.825 -0.008 0.001 0.002
Si 2.716 -5.455 6.793 0.006 0.003 0.004
Si 5.424 -2.732 6.812 -0.006 0.002 0.002
Si 8.17 -0.008 6.806 0.013 0.001 0.003
Si -5.429 2.724 6.814 -0.004 -0.003 0.004
Si -8.16 5.441 6.819 0.004 0.007 -0.003
Si -5.432 -8.161 6.807 -0.007 0.003 -0.002
Si -8.15 -5.43 6.797 -0.002 -0.01 0
Si -5.442 -2.705 6.79 0.006 0.011 0
Si -2.748 0 6.803 -0.011 0 -0.009
Si -0.027 2.714 6.808 0.008 0.004 0.004
Si -2.709 5.441 6.797 0.003 0.001 0
Si 0.013 8.161 6.798 0.007 -0.008 0.001
Si -2.711 -5.43 6.804 0.003 0 0.002
Si -0.004 -2.731 6.788 -0.004 0.003 -0.004
Si 1.351 1.359 8.153 -0.004 -0.001 0.004
Si 4.088 4.083 8.154 -0.003 0.011 -0.003
Si 1.362 6.818 8.183 0.012 0.003 -0.002
Si 4.072 -6.789 8.181 0.007 -0.003 0.001
Si 1.357 -4.087 8.151 0.004 -0.004 -0.007
Si 4.066 -1.364 8.161 0.003 -0.008 -0.003
Si 6.807 1.358 8.159 -0.003 -0.003 -0.009
Si -6.791 4.083 8.171 0.014 0.005 -0.002
Si 6.79 6.8 8.168 -0.015 -0.016 -0.005
Si -6.797 -6.797 8.158 0.003 -0.001 -0.006
Si 6.802 -4.08 8.165 0 0.005 -0.003
Si -6.798 -1.362 8.17 -0.007 0.003 0.001
Si -4.088 1.358 8.179 -0.009 -0.001 0.004
Si -1.368 4.08 8.175 -0.009 -0.008 -0.006
Si -4.067 6.8 8.162 -0.001 0.001 -0.001
Si -1.355 -6.802 8.156 -0.001 -0.004 -0.005
Si -4.075 -4.064 8.151 0.005 0.006 -0.006
Si -1.368 -1.363 8.143 0 0.012 -0.003
Si -0.011 -0.003 9.508 0.005 -0.004 0
Si 2.718 2.723 9.506 0.015 -0.003 -0.004
Si 0 5.445 9.528 0.01 0.001 -0.003
Si 2.718 -8.149 9.545 0 -0.003 0.004
Si 0.001 -5.441 9.521 -0.005 -0.001 -0.004
Si 2.71 -2.725 9.519 -0.006 0.006 0.004
Si 5.438 -0.004 9.513 0 0.004 0
Si -8.156 2.718 9.524 0.001 0.005 -0.006
Si 5.436 5.439 9.528 0.001 0.001 0.001
Si -8.162 -8.155 9.515 -0.002 0.002 -0.006
Si 5.439 -5.432 9.531 -0.009 -0.001 0.001
Si -8.162 -2.72 9.526 0.004 0.002 -0.001
Si -5.445 -0.002 9.536 0 -0.003 0.003
Si -2.725 2.72 9.534 -0.004 0.001 0
Si -5.429 5.442 9.524 -0.006 -0.004 0
Si -2.71 -8.158 9.521 0.003 -0.002 -0.001
Si -5.434 -5.432 9.509 -0.001 -0.004 -0.003
Si -2.72 -2.713 9.517 -0.007 0.001 -0.002
Si 1.346 -1.362 10.869 -0.003 0.003 -0.001
Si 4.076 1.361 10.864 -0.009 0.001 -0.002
Si 1.366 4.081 10.878 0.002 -0.003 -0.001
Si 4.079 -9.52 10.891 0.002 -0.004 0.002
Si 1.354 -6.79 10.9 0.011 0.003 0.001
Si 4.071 -4.077 10.887 0.01 0.002 0
Si 6.795 -1.36 10.883 0.001 -0.003 0.003
Si -6.806 1.358 10.895 -0.002 0.001 0.004
Si -9.519 4.078 10.879 -0.001 -0.001 0.001
Si -6.799 -9.516 10.868 0.003 0.002 -0.007
Si -9.52 -6.799 10.882 -0.002 -0.006 -0.003
Si -6.795 -4.081 10.877 -0.003 0.002 -0.001
Si -4.077 -1.361 10.887 0.001 0.003 0.002
Si -1.36 1.356 10.882 -0.002 0.004 0.001
Si -4.078 4.082 10.894 -0.005 0.004 0.003
Si -1.355 6.807 10.892 -0.006 -0.003 -0.001
Si -4.071 -6.789 10.87 0.002 -0.005 0
Si -1.362 -4.075 10.873 0.002 0.003 -0.001
Si 2.705 0.007 12.217 0.012 -0.001 -0.005
Si 5.438 2.712 12.23 -0.001 0.002 -0.003
Si 2.719 5.439 12.249 0.003 0.002 -0.001
Si 5.441 -8.158 12.244 0.001 0 -0.001
Si 2.714 -5.431 12.26 -0.005 -0.001 0.004
Si 5.428 -2.715 12.243 -0.011 0 0.007
Si 8.154 -0.008 12.254 -0.005 0.001 0.003
Si -5.439 2.719 12.249 0.001 0.002 0.002
Si -8.159 5.447 12.229 0.006 0.002 -0.001
Si -5.433 -8.155 12.216 -0.011 -0.005 -0.007
Si -8.158 -5.437 12.236 0.002 -0.005 0.003
Si -5.435 -2.727 12.242 0.001 0.004 -0.003
Si -2.716 -0.003 12.247 -0.003 0 0.002
Si 0.006 2.719 12.235 0.009 0 0
Si -2.71 5.443 12.249 0 -0.001 0.004
Si -0.006 8.172 12.263 -0.001 -0.008 0.003
Si -2.718 -5.429 12.239 0.001 0.006 0.003
Si -0.007 -2.718 12.238 0 0 0.002
Si 1.356 1.355 13.597 0.003 -0.004 -0.006
Si 4.086 4.069 13.594 0.012 -0.012 0.004
Si 1.358 6.802 13.611 0.006 0 0.008
Si 4.08 -6.801 13.606 0.008 -0.007 -0.004
Si 1.345 -4.067 13.613 0.009 0.004 0.005
Si 4.048 -1.35 13.582 -0.019 0.019 -0.004
Si 6.78 1.348 13.605 -0.005 0.001 0.01
Si -6.803 4.091 13.59 -0.014 0.009 0.001
Si 6.806 -9.516 13.598 -0.002 -0.002 -0.002
Si -6.785 -6.801 13.578 0.011 -0.007 0
Si 6.793 -4.08 13.593 -0.003 0.001 0.009
Si 9.525 -1.375 13.603 0.013 -0.009 -0.001
Si -4.075 1.356 13.605 0.001 0.001 0.009
Si -1.343 4.077 13.603 0 -0.002 0.003
Si -4.074 6.819 13.585 -0.007 0.004 -0.002
Si -1.364 9.549 13.618 -0.005 0.003 0.006
Si -4.074 -4.077 13.611 -0.006 -0.005 -0.001
Si -1.358 -1.364 13.609 0.004 0.002 0.003
Si 0.005 -0.007 14.968 0.002 0.004 0.005
Si 2.724 2.707 14.95 0.007 0.01 0.003
Si 0.005 5.441 14.976 0.002 -0.008 0
Si 2.718 8.164 14.97 0.007 0.002 -0.001
Si -0.011 -5.408 14.995 0.005 0.012 0.005
Si 2.688 -2.685 14.962 0.009 0.009 -0.002
Si 5.395 -0.011 14.957 -0.012 -0.021 0
Si 8.151 2.725 14.935 0.014 0.007 0
Si 5.448 5.432 14.947 -0.006 0.003 0.003
Si 8.179 -8.149 14.94 0.002 0.003 0.001
Si 5.434 -5.434 14.961 -0.012 -0.001 0.005
Si 8.159 -2.736 14.957 0.006 0.005 0.001
Si -5.426 -0.019 14.961 -0.008 -0.003 -0.007
Si -2.693 2.704 14.957 -0.006 0.006 -0.01
Si -5.428 5.453 14.935 0 -0.004 -0.003
Si -2.741 8.193 14.959 -0.006 -0.003 0.002
Si -5.433 -5.455 14.954 -0.009 -0.003 0.006
Si -2.713 -2.719 14.978 0.002 0.002 0.007
O 2.76 -0.055 22.28 0.013 -0.025 0.467
O 3.147 6.504 22.38 -0.251 0.393 0.328
O -0.019 2.832 22.176 0.192 -0.139 0.507
O -3.306 4.388 -1.486 0.016 -0.354 -0.121
O 4.592 0.859 -0.862 0.129 -0.246 0.056
O -4.356 -0.499 23.021 0.67 0.234 0.465
O -6.211 -4.259 -1.303 -0.206 0.394 -0.239
O 1.274 4.486 -1.316 -0.195 0.006 0.011
O 8.042 4.634 -5.538 -0.152 0.537 -0.223
O 4.635 -5.192 25.345 -0.006 -0.28 -0.199
O 2.739 2.617 -0.298 0.089 0.151 -0.131
O -7.596 -4.374 22.888 -0.223 -0.323 -0.213
O -2.802 -5.554 22.213 -0.137 0.21 0.183
O 5.36 -2.955 -3.621 0.092 -0.035 0.24
O -8.126 5.362 22.162 -0.096 -0.01 0.42
O 3.001 -7.53 -3.611 -0.197 -0.091 -0.147
O -8.17 -2.719 -0.453 -0.153 0.11 -0.509
O 3.472 5.65 24.788 0.654 -0.221 0.462
O -7.8 2.222 -6.52 -0.636 -0.184 -0.034
O -2.827 -8.075 -0.432 -0.103 0.139 -0.551
O 1.831 6.631 -2.717 -0.549 0.114 -0.179
O -4.285 1.575 24.67 -0.152 -0.147 0.773
O -3.848 -7.066 -5.089 -0.237 0.248 0.457
O 0.094 -0.012 -0.355 0.197 0.148 -0.496
O -4.047 0.547 -2.417 -0.227 0.261 0.259
O 2.807 -3.445 24.599 -0.216 -0.105 0.23
O -5.665 -5.379 -3.612 0.455 0.407 -0.292
O 6.492 -1.403 23.261 -0.144 0.053 0.071
O -6.228 6.924 22.977 0.124 -0.154 0.128
O 4.014 5.599 -4.858 -0.167 0.539 0.021
O 7.052 3.436 -1.127 0.152 0.141 -0.182
O -0.238 -1.339 -5.182 0.277 0.685 0.042
O 1.327 4.303 -3.905 0.33 -0.408 -0.21
O 5.254 8.049 22.05 0.063 0.118 0.188
O 1.913 -6.037 -5.609 -0.554 0.138 0.103
O -0.671 2.989 -5.244 0.391 -0.35 -0.514
O -5.426 1.912 -5.498 0.279 -0.314 0.351
O -2.635 5.51 22.141 0.136 0.181 0.066
O 4.018 -3.804 -1.481 0.031 0.472 -0.107
O 6.037 -1.2 -5.585 0.449 0.019 0.188
O -2.852 3.702 25.289 0.265 0.039 0.027
O 6.652 -3.731 -5.697 -0.416 -0.019 -0.159
O -3.044 6.353 25.919 -0.121 -0.047 -0.446
O -5.401 5.486 -0.371 -0.159 -0.168 -0.296
O 1.032 -7.264 23.018 -0.159 -0.097 0.434
O 5.501 -5.498 -0.345 -0.14 -0.13 -0.466
O 6.831 -0.6 25.833 0.201 0.053 -0.234
O -4.601 -1.819 25.803 0.158 -0.042 -0.227
O -1.448 -3.739 23.384 -0.168 0.2 0.25
O 4.626 1.623 23.107 0.156 -0.467 0.647
O 1.947 -0.246 -3.209 -0.449 0.364 -0.168
O 6.149 -1.219 -1.309 -0.163 -0.411 -0.268
O -7.291 -4.89 -5.683 0.449 0.388 -0.069
O 2.107 -1.677 -0.973 0.357 -0.35 -0.044
O -1.542 -5.199 25.653 -0.153 0.044 0.068
O -4.167 -1.763 -1.304 0.536 -0.727 -0.086
O 7.86 -2.891 24.906 0.183 0.108 0.069
O -1.446 -4.151 -1.584 -0.001 0.353 -0.172
O 7.919 2.966 -3.532 0.349 -0.21 -0.334
O -5.587 6.897 -3.216 0.189 0.135 -0.037
O -2.474 -5.471 -6.528 0.038 -0.082 -0.551
O -0.798 7.173 23.092 -0.114 -0.156 0.37
O -0.505 -7.496 25.147 0.096 -0.086 0.267
O 5.132 1.324 -5.999 0.335 0.241 -0.385
O 5.522 5.478 -0.433 0.068 -0.065 -0.501
O -2.114 1.002 -6.059 0.302 -0.187 0.122
O 7.893 -2.092 -4.02 0.04 -0.025 0.546
O -7.204 1.82 -1.368 0.188 0.381 -0.547
O -5.929 4.06 -6.794 0.269 0.384 -0.324
O -6.062 -2.09 -5.325 -0.205 -0.412 -0.434
O -3.99 -1.54 -3.927 0.502 -0.029 0.155
O 1.12 -2.009 23.09 -0.55 -0.282 0.112
O 1.7 -1.251 25.502 -0.021 0.409 -0.113
O -1.065 -3.356 -6.576 0.27 -0.578 0.174
O -8.127 0.079 22.044 -0.198 0.146 -0.031
O 4.244 4.163 22.788 -0.059 0.002 -0.742
O 1.4 4.799 25.935 -0.092 -0.352 -0.581
O -2.99 -7.351 25.83 0.018 0.297 -0.513
O 5.052 3.236 -4.266 0.295 -0.29 0.245
O 3.647 4.694 -2.54 0.222 -0.202 0.524
O 3.489 -0.649 -5.468 -0.287 -0.66 -0.157
O -3.162 6.142 -3.534 0.245 0.506 -0.086
O -7.51 5.239 -2.996 0.157 -0.328 0.479
O 8.01 -8.139 25.842 -0.147 -0.433 -0.29
O -4.677 -6.385 -1.296 -0.313 -0.531 -0.282
O 0.157 -5.573 -0.348 -0.032 0.005 -0.36
O 3.012 1.688 -4.473 -0.49 0.279 0.25
O -3.803 -4.184 -2.479 -0.138 0.311 -0.144
O -6.429 -7.313 -5.194 -0.114 -0.243 0.214
O 4.337 -6.642 -5.759 -0.069 -0.102 -0.202
O 1.786 -7.399 -1.311 -0.351 0.025 -0.125
O -7.179 7.175 -1.134 -0.061 0.535 0.098
O -3.926 -0.839 -6.422 -0.336 0.173 0.055
O 7.842 -5.506 25.159 -0.358 0.041 0.537
O -3.737 -3.365 -5.79 -0.14 -0.418 0.212
O -7.344 0.139 -5.004 -0.132 0.002 0.276
O 6.014 -7.356 -3.986 -0.667 0.162 0.267
O -5.594 0.004 -0.224 -0.102 -0.019 -0.075
O 3.679 -5.028 -3.813 0.187 -0.028 0.115
O -6.277 -1.021 -2.889 -0.115 0.1 0.693
O 5.077 3.337 25.113 -0.277 0.462 0.131
O 5.253 -2.615 25.213 -0.232 0.098 0.451
O -1.479 6.318 -1.413 0.312 -0.164 -0.181
O 6.9 -6.269 -6.311 0.292 -0.299 -0.137
O -2.094 1.914 23.322 0.051 -0.258 0.292
O 6.783 1.054 -2.292 0.032 -0.15 -0.561
O -6.79 -7.062 23.98 0.207 0.675 -0.395
O 3.93 7.417 -1.397 0.346 -0.028 -0.183
O -6.291 -0.131 24.843 -0.636 -0.123 -0.102
O -4.418 -7.456 23 0.149 -0.14 0.444
O -6.127 1.528 22.819 -0.027 0.419 0.447
O -2.171 -2.718 25.762 0.245 0.476 -0.044
O -5.157 7.61 25.219 -0.425 -0.204 0.269
O -3.3 3.359 -6.01 0.125 0.177 -0.38
O -1.641 -0.298 -3.209 0.204 -0.017 -0.234
O 4.602 -0.125 -3.219 0.152 -0.1 -0.251
O 7.012 -7.206 23.43 -0.159 -0.018 0.157
O -1.798 1.555 -1.36 0.124 0.61 -0.236
O 1.685 4.507 23.079 -0.319 0.003 0.482
O 4.759 -3.955 22.998 0.38 0.258 0.039
O 2.754 -5.479 22.166 -0.082 0.098 0.449
O -4.138 3.617 23.028 -0.775 -0.245 0.3
O 1.33 7.114 24.746 -0.012 -0.092 -0.181
O 0.215 -2.086 -2.682 -0.061 -0.528 0.322
O -8.166 7.682 -3.418 -0.289 -0.049 -0.561
O -4.767 6.942 -5.664 0.197 -0.254 -0.333
O -1.843 -2.951 -3.825 -0.042 -0.051 -0.215
O 6.649 3.376 22.941 0.281 -0.194 0.37
O -8.123 -6.054 -3.488 0.027 0.378 -0.036
O 2.723 -2.684 -3.365 -0.13 -0.04 -0.44
O 0.316 -3.427 25.206 0.218 -0.284 0.275
O 3.49 3.465 -6.365 -0.2 -0.287 -0.624
O 6.98 -7.253 -1.471 -0.018 -0.127 -0.112
O -5.614 -2.675 22.22 -0.055 0.054 0.2
O -5.009 4.545 -4.468 -0.356 -0.059 0.646
O -6.171 -4.284 25.043 0.473 0.328 -0.207
O -1.195 4.506 -3.191 0.102 -0.248 0.238
O -1.3 -7.577 -5.576 0.307 -0.228 0.704
O -2.018 -5.575 -3.869 0.388 -0.326 0.05
O -0.341 5.482 -5.555 -0.422 0.432 0.099
O 5.888 7.655 -6.297 0.199 -0.17 0.283
O 6.298 5.221 -3.503 0.136 0.639 0.095
O -2.621 2.145 -3.78 -0.413 0.587 0.093
O 2.057 5.722 -6.594 0.143 0.1 0.232

Results
total energy: -101653.487 eV
total energy less fixed offsets of O -438.25, Si -107.07 eV per atom: -0.287 eV
